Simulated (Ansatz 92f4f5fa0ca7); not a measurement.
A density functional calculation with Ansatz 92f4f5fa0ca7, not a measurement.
Periodic cell of 424 atoms, Si264O160, from a study of silicon, its oxide and their interface. The atomic structure is a simulated model.
Doubt: the cutoff is far below the 930 eV that the study's wrapper takes by default for these files, so forces and energies are approximate.

Settings: functional PBE; potential files Ansatz PAW; basis plane waves; wave-function cutoff 580 eV; density cutoff ratio 5; exchange-correlation grid ratio 1; k mesh 1 x 1 x 1, Gamma-centred; self-consistency stop 5e-08 eV per atom in the density residual; occupations fixed; spin none; net charge 0.

Cell vectors (angstrom)
a	15.4687	0	0
b	0	12.8259	0
c	0	0	37.4303

Atoms and the computed forces on them: element, x, y, z (angstrom), force x, y, z (eV/angstrom)
Si	-0.0339	1.194	34.7098	0.1275	-0.0904	-0.0487
Si	3.8656	1.1679	34.7446	-0.0505	0.0595	-0.0182
Si	7.6773	1.1667	34.7563	0.0411	-0.0812	-0.0114
Si	11.5998	1.1687	34.7699	-0.0462	0.0152	-0.0185
Si	1.8992	7.5755	34.7194	0.0018	-0.0187	-0.0466
Si	5.7552	7.5588	34.7835	0.0187	0.0616	-0.0707
Si	9.6752	7.597	34.7661	0.0044	-0.0163	-0.1116
Si	13.5561	7.5762	34.7357	-0.0444	-0.049	-0.05
Si	1.9336	5.247	35.1634	0.0507	-0.0042	-0.2049
Si	5.8008	5.247	35.1634	-0.378	-0.3011	0.1952
Si	9.6679	5.247	35.1634	0.2412	0.1353	0.616
Si	13.5351	5.247	35.1634	-0.1334	0.0019	-0.5567
Si	0	11.6599	35.1634	-0.0881	0.244	-0.0105
Si	3.8672	11.6599	35.1634	0.028	-0.0567	0.0457
Si	7.7343	11.6599	35.1634	-0.1648	0.2834	0.3671
Si	11.6015	11.6599	35.1634	0.4206	0.0714	-0.2973
Si	0	4.664	36.4001	0.0705	-0.1459	-0.1367
Si	3.8672	4.664	36.4001	0.077	0.0481	0.065
Si	7.7343	4.664	36.4001	0.0292	0.0242	-0.0185
Si	11.6015	4.664	36.4001	-0.0943	0.0877	0.0462
Si	1.9336	11.0769	36.4001	0.0206	0.1066	0.0198
Si	5.8008	11.0769	36.4001	0.0273	0.0333	0.0187
Si	9.6679	11.0769	36.4001	-0.1074	-0.1005	-0.1381
Si	13.5351	11.0769	36.4001	0.0089	0.0104	-0.005
Si	0	2.332	36.8124	-0.0012	0.0114	-0.1455
Si	3.8672	2.332	36.8124	0.04	0.003	-0.0254
Si	7.7343	2.332	36.8124	-0.1918	0.0469	0.0278
Si	11.6015	2.332	36.8124	0.0807	0.071	0.1335
Si	1.9336	8.745	36.8124	-0.0918	-0.0736	-0.2214
Si	5.8008	8.745	36.8124	-0.1606	-0.0188	0.166
Si	9.6679	8.745	36.8124	0.0123	-0.0029	0.2035
Si	13.5351	8.745	36.8124	0.0656	0.0193	-0.0712
Si	1.9336	1.749	0.6188	0.0148	-0.0482	-0.0623
Si	5.8008	1.749	0.6188	0.0167	0.0728	0.0078
Si	9.6679	1.749	0.6188	0.0097	-0.0437	-0.0778
Si	13.5351	1.749	0.6188	-0.0574	0.0106	-0.018
Si	0	8.162	0.6188	0.0712	-0.0104	-0.0078
Si	3.8672	8.162	0.6188	0.075	0.0207	0.0073
Si	7.7343	8.162	0.6188	-0.0589	-0.0216	-0.0073
Si	11.6015	8.162	0.6188	-0.012	-0.0372	0.0092
Si	0	5.83	1.031	-0.0518	0.0032	-0.0449
Si	3.8672	5.83	1.031	-0.0835	-0.0474	-0.0341
Si	7.7343	5.83	1.031	-0.0492	-0.0311	-0.0322
Si	11.6015	5.83	1.031	0.1014	-0.0772	-0.0308
Si	1.9336	12.2429	1.031	-0.001	-0.0107	0.0225
Si	5.8008	12.2429	1.031	-0.0251	-0.0381	0.0101
Si	9.6679	12.2429	1.031	0.088	0.1298	0.1526
Si	13.5351	12.2429	1.031	-0.0019	0.0158	0.0545
Si	1.9336	5.247	2.2678	0.1236	-0.0372	-0.3041
Si	5.8008	5.247	2.2678	0.0027	0.007	-0.101
Si	9.6679	5.247	2.2678	-0.1252	0.0047	-0.1622
Si	13.5351	5.247	2.2678	0.0452	-0.0236	-0.4814
Si	0	11.6599	2.2678	0.0901	-0.0192	0.0785
Si	3.8672	11.6599	2.2678	0.0943	-0.1412	-0.2125
Si	7.7343	11.6599	2.2678	-0.1846	0.0594	0.4711
Si	11.6015	11.6599	2.2678	0.1052	-0.0252	0.1633
Si	1.9336	2.915	2.68	-0.0231	0.0674	0.0499
Si	5.8008	2.915	2.68	-0.009	-0.0531	-0.0192
Si	9.6679	2.915	2.68	0.0016	-0.024	0.1072
Si	13.5351	2.915	2.68	0.0566	-0.0525	0.033
Si	0	9.328	2.68	-0.0567	0.0386	-0.006
Si	3.8672	9.328	2.68	-0.0714	-0.0267	-0.074
Si	7.7343	9.328	2.68	0.0481	0.0761	0.0506
Si	11.6015	9.328	2.68	0.0346	0.0767	0.0296
Si	1.5974	-2.2339	23.7597	-0.2843	-0.4661	0.1845
Si	4.0365	-3.2448	25.5506	0.0919	-0.0153	0.0888
Si	9.4279	-4.145	30.6537	-0.0229	-0.0672	-0.437
Si	5.7765	-3.0298	29.7926	0.2595	-0.1011	0.2146
Si	2.1653	3.8993	28.2394	0.2067	0.2151	0.0987
Si	4.3134	9.9116	16.8791	-0.0757	0.1587	-0.1157
Si	12.2182	2.8723	26.051	0.1259	-0.2192	-0.0413
Si	15.5431	12.8314	28.3637	-0.2255	-0.2011	0.676
Si	-1.7474	0.6345	31.4701	-0.2695	0.0543	-0.5149
Si	10.0489	9.1773	21.9797	0.3212	0.1901	0.2378
Si	16.5124	6.815	18.9902	-0.6548	0.0916	0.1724
Si	10.1057	3.9522	29.7919	-0.2543	0.0397	-0.1104
Si	3.7638	10.4751	28.6053	0.0038	-0.2208	-0.3009
Si	-1.2124	14.3146	25.9629	-0.2517	-0.1435	0.0839
Si	1.9586	7.5062	30.0728	0.0824	-0.1851	-0.1029
Si	13.7013	9.3524	28.185	0.202	0.2988	0.1391
Si	0.1453	1.2896	30.2999	0.3	0.1689	0.0042
Si	7.62	7.6958	20.6164	0.5238	0.2239	0.1014
Si	2.3205	6.2266	27.9686	-0.1154	-0.024	0.1542
Si	5.7233	0.4604	31.3396	0.1369	0.1461	-0.1982
Si	-0.4733	10.7691	29.4756	0.183	-0.0648	-0.0863
Si	13.1453	7.1975	30.1183	0.1892	-0.0131	-0.1063
Si	9.5891	13.2587	31.6383	0.1119	-0.0029	0.0724
Si	12.5775	7.8617	23.3618	0.0841	0.1002	0.0787
Si	7.4855	7.0187	25.6073	0.1003	0.0412	0.0531
Si	3.9489	1.219	29.9027	-0.0492	-0.3058	0.0121
Si	7.7092	4.8257	32.104	0.0955	-0.1823	0.3297
Si	11.2399	7.1595	31.4485	0.19	0.2166	0.0288
Si	-0.096	7.0103	31.2679	-0.1752	0.0975	-0.1196
Si	6.363	4.9442	28.9754	-0.0231	-0.1214	-0.0101
Si	5.853	7.297	30.1429	-0.0918	-0.1139	0.0033
Si	7.879	10.385	28.7107	-0.0334	-0.1707	-0.1336
Si	2.0224	-1.7604	31.873	0.1987	0.0589	-0.0384
Si	7.7537	1.1278	30.3752	-0.3431	-0.056	0.0469
Si	9.7012	-2.0122	31.9184	0.0222	0.0247	0.0957
Si	13.7924	-1.6869	31.682	0.0359	-0.106	0.0738
Si	-6.3826	2.0465	26.261	-0.0929	-0.0831	0.0571
Si	3.8695	6.9454	31.4038	-0.1266	-0.0516	-0.0012
Si	7.7255	7.1825	31.535	0.0447	0.0742	-0.1009
Si	17.2719	9.8654	29.8323	-0.3069	0.079	0.2404
Si	0.3526	3.5374	29.7264	-0.2868	0.0363	0.0062
Si	3.8235	4.5939	31.7177	0.0899	0.1579	-0.0587
Si	7.8258	3.5	30.2392	0.0144	0.0222	0.1898
Si	11.3163	4.7984	31.7457	-0.2157	-0.1526	-0.0117
Si	2.1011	13.4426	31.3998	0.0384	0.0325	-0.1228
Si	5.8177	10.97	31.867	-0.0786	-0.1956	0.0633
Si	11.7541	15.7712	21.5634	0.0427	-0.0538	0.1938
Si	15.4574	4.6997	31.7746	0.021	0.0697	0.0233
Si	1.9032	4.0944	33.0626	0.0251	-0.0956	-0.1253
Si	5.7023	4.094	33.1046	0.1041	0.1267	-0.1404
Si	9.6271	4.0638	33.1916	-0.0774	0.1333	-0.1531
Si	13.429	4.1606	32.9595	-0.075	0.1608	-0.1437
Si	0.0716	10.5202	33.1062	0.0815	-0.0344	0.0078
Si	3.9061	10.451	33.1336	0.0076	0.0379	-0.0141
Si	7.7532	10.4814	33.1718	-0.0982	-0.0606	-0.0369
Si	11.7362	10.497	33.0543	0.1383	0.0333	-0.2487
Si	1.9465	1.756	33.4856	-0.0548	-0.0254	0.0331
Si	5.7643	1.7209	33.4332	0.0193	-0.051	-0.0902
Si	9.6384	1.7296	33.596	-0.0009	-0.2979	0.0872
Si	13.4693	1.8366	33.4728	-0.036	-0.0954	0.036
Si	-0.0189	8.1549	33.4133	0.1043	0.0602	-0.12
Si	3.8516	8.1142	33.4916	0.0262	-0.0123	-0.0336
Si	7.6884	8.1885	33.6236	-0.0804	0.0429	0.2728
Si	11.6215	8.1936	33.525	-0.018	-0.0849	0.1133
Si	0	2.332	3.9167	0.0269	-0.4207	-0.3455
Si	3.8672	2.332	3.9167	0.1637	-0.3365	-0.2934
Si	7.7343	2.332	3.9167	-0.3148	-0.2132	0.207
Si	11.6015	2.332	3.9167	0.0191	-0.2908	0.1967
Si	1.9336	8.745	3.9167	0.3496	0.2693	0.0199
Si	5.8008	8.745	3.9167	-0.2698	0.2992	0.3807
Si	9.6679	8.745	3.9167	-0.1326	0.0938	0.0959
Si	13.5351	8.745	3.9167	0.1348	0.3518	-0.2352
Si	1.9477	6.431	4.2808	-0.0432	0.061	0.0903
Si	5.8178	6.4272	4.3128	0.0494	0.0269	0.1805
Si	9.6554	6.4045	4.3145	-0.0228	-0.0334	0.0785
Si	13.5292	6.4312	4.2549	0.023	-0.1081	0.0264
Si	0.0595	12.809	4.3464	-0.0528	0.0561	0.0368
Si	3.8926	12.8133	4.297	-0.0727	0.0545	0.0605
Si	7.6745	12.8171	4.4246	0.052	-0.01	0.1019
Si	11.6372	12.8165	4.3584	-0.0369	-0.045	-0.0459
Si	-0.0104	5.8403	5.4166	0.0789	-0.0493	-0.1834
Si	3.8694	5.8469	5.5003	-0.0272	-0.1338	-0.0838
Si	7.7286	5.8228	5.5801	-0.0795	0.0612	-0.0193
Si	11.626	5.7193	5.4086	0.0335	-0.0143	0.0541
Si	2.0274	12.2568	5.6039	-0.0388	0.0826	-0.0536
Si	5.661	12.2757	5.7611	0.0996	0.1028	-0.0291
Si	9.6886	12.2613	5.6128	-0.1392	0.1298	0.1149
Si	13.6131	12.2767	5.6245	0.1744	0.1221	0.0539
Si	0.023	3.5559	5.8744	-0.1656	0.2269	0.0179
Si	3.8959	3.559	5.8852	-0.0004	0.0211	-0.0546
Si	7.6157	3.4843	5.9897	0.0856	-0.0359	0.0088
Si	11.5929	3.4398	6.0154	-0.0551	0.0494	0.0685
Si	2.0895	9.8373	6.045	-0.1347	-0.0614	0.1694
Si	5.6777	9.8384	6.1125	0.0998	-0.1974	0.216
Si	9.6105	9.9085	6.0007	0.0061	-0.1545	-0.0079
Si	13.668	9.9226	5.9595	-0.1341	-0.0283	0.0686
Si	1.9561	3.1807	7.1113	-0.0581	0.0638	0.1273
Si	5.6832	3.1508	7.374	-0.0358	-0.015	0.0244
Si	9.5445	3.0055	7.2439	0.0519	-0.0328	-0.0563
Si	13.6483	3.0531	7.2423	-0.1274	-0.0274	0.087
Si	0.0958	6.8089	7.5078	0.1606	-0.1435	0.1209
Si	3.8253	8.9093	7.5236	-0.0759	0.0212	0.0968
Si	7.633	6.8261	7.7304	0.0267	-0.0354	0.0682
Si	11.6584	9.2725	6.9715	0.0956	0.0685	-0.0138
Si	0.2706	10.3051	9.2965	0.1744	-0.6203	0.0592
Si	8.5015	6.0237	18.3194	0.4916	-0.0886	-0.4372
Si	9.1115	12.4066	9.608	-0.2641	0.5452	-0.0112
Si	13.5746	6.6232	8.724	0.0617	-0.0203	0.2035
Si	7.7833	9.5546	11.0472	0.5228	0.0944	-0.4998
Si	5.291	12.8119	12.5125	-0.1331	-0.0467	0.0264
Si	11.6267	15.7176	10.0321	-0.087	-0.0345	0.2724
Si	17.7747	13.4474	12.9872	-0.1343	-0.0604	0.0708
Si	9.2443	1.9651	11.7445	0.081	0.0181	-0.0838
Si	3.7838	6.4797	7.7657	0.3131	-0.093	0.0759
Si	11.7191	6.9794	7.3232	-0.1772	0.1833	-0.1116
Si	15.9909	1.5992	10.7946	0.0343	-0.4083	0.2498
Si	5.8945	18.2114	11.1428	0.0627	-0.2435	-0.5067
Si	2.3458	13.647	7.539	0.1255	-0.1941	0.0728
Si	4.8935	13.5903	7.7505	0.0395	0.1483	-0.1017
Si	14.9111	12.8498	13.0775	-0.0237	0.1477	0.1838
Si	-1.5103	0.7119	7.661	-0.0148	-0.0959	0.029
Si	0.112	3.9885	10.6039	-0.1709	0.4144	0.0168
Si	9.9103	1.1864	18.5725	0.2163	-0.2526	-0.2776
Si	13.5544	4.2411	9.3751	0.1812	0.0622	0.0978
Si	1.7888	5.2777	8.403	-0.1884	0.1419	0.2305
Si	5.3906	11.9585	9.4542	-0.0483	0.2752	0.2813
Si	9.8431	6.532	8.624	0.2773	0.3886	-0.1734
Si	5.1016	8.1855	12.059	0.1302	-0.0302	0.0631
Si	5.8325	3.0113	13.2684	0.0854	0.0108	0.1091
Si	0.1462	9.212	7.1793	0.0128	0.1723	-0.0555
Si	5.7298	5.3619	8.6878	0.0761	0.1339	-0.0831
Si	11.8349	1.3162	16.1804	0.1825	-0.0641	-0.1622
Si	-5.5702	13.5359	7.6414	0.0286	-0.253	0.1929
Si	7.6556	9.2777	7.2965	0.0264	-0.0835	-0.3392
Si	11.8615	9.6877	9.2255	0.0069	-0.0149	-0.2212
Si	12.9103	8.0053	12.0109	-0.1993	0.3295	-0.3867
Si	5.6712	-4.3278	14.4529	-0.1575	0.1852	0.2694
Si	3.4866	2.3611	15.2845	-0.1369	-0.0731	-0.198
Si	7.3299	1.3746	17.0338	0.1492	-0.0618	-0.1945
Si	8.8272	4.7596	11.2221	0.217	-0.246	-0.1915
Si	0.7335	4.7423	23.5338	-0.2694	0.414	0.0146
Si	3.2208	13.0316	22.6857	0.0319	-0.4488	-0.1395
Si	14.6779	5.6162	13.2493	-0.2556	0.0048	0.0533
Si	21.2382	3.7688	18.2338	0.0282	-0.1182	0.0194
O	21.1693	-0.4135	11.002	0.0747	0.0043	-0.0478
O	-6.6947	-24.973	10.8572	0.0053	-0.0951	-0.0341
O	10.771	2.5318	29.2344	0.1486	-0.2091	0.127
O	-0.8423	16.7092	28.6218	-0.2111	0.0956	-0.113
O	12.4246	-8.8886	27.2902	-0.3023	0.0702	0.0311
O	9.0362	9.1911	29.0653	-0.2313	0.1365	0.3137
O	8.1163	28.4445	20.7777	-0.098	0.163	-0.0056
O	-9.319	17.4829	19.564	0.0838	0.1083	0.0138
O	5.6229	9.8172	17.8618	0.1875	0.0357	0.2006
O	6.5131	8.6173	11.3671	-0.3037	-0.2376	0.2099
O	-7.4337	-1.685	24.9325	-0.0212	0.0381	0.0113
O	5.5685	-2.7558	25.1372	-0.0936	0.0497	0.0246
O	4.4703	0.033	18.8555	0.0628	-0.0645	0.3403
O	-0.0689	8.9107	15.1794	0.1212	-0.1252	0.0067
O	24.1728	19.9157	19.5331	-0.208	-0.0499	0.1109
O	17.5022	7.3256	15.856	0.1909	-0.0035	-0.0092
O	1.4821	17.2947	24.9882	0.0165	-0.0618	-0.0658
O	19.852	12.5618	21.53	-0.1919	0.1128	-0.0054
O	8.7973	17.3169	18.8344	-0.0174	-0.0328	0.1588
O	-8.4818	-3.2952	14.3708	-0.135	-0.2934	0.1438
O	-4.5285	14.8643	22.6865	-0.0515	0.0769	-0.0492
O	8.0318	23.5026	12.1917	-0.1169	0.0071	0.3271
O	6.1284	11.9131	13.588	-0.1034	0.0034	0.0023
O	27.1177	11.4525	11.7049	-0.1835	0.2545	-0.1307
O	-1.5321	-8.2039	14.3237	0.1715	0.1154	-0.1253
O	8.5118	31.8553	26.5779	0.2039	0.0213	-0.2569
O	8.1715	23.2083	18.4083	-0.5979	0.1037	0.3246
O	1.5921	12.8126	27.696	0.2242	-0.0739	-0.0715
O	11.326	-1.713	14.2492	0.0542	-0.0075	0.013
O	1.6956	2.4838	18.3885	0.2538	0.0844	0.1376
O	10.7029	3.5108	20.4634	-0.1525	0.1015	-0.1035
O	-2.7191	-2.8339	27.0462	-0.1056	0.0507	-0.1079
O	10.7307	14.953	26.0775	-0.0878	0.2024	0.0828
O	3.0202	-3.6635	17.5513	0.0957	-0.1515	0.0442
O	0.2534	-14.424	24.472	0.1774	0.0961	-0.0293
O	-5.655	5.0709	28.5636	-0.0127	0.0465	-0.0707
O	11.6226	7.7885	16.503	-0.0419	0.0101	0.0514
O	10.3131	-12.9899	19.4477	-0.0826	0.1073	-0.0966
O	4.9571	-6.243	11.746	-0.1668	0.1353	0.0642
O	-8.3975	-6.2995	17.6588	-0.1951	0.099	0.0499
Si	6.1082	-7.6451	23.8303	0.0897	0.0539	0.2839
Si	-4.9989	8.0931	10.2923	-0.1746	-0.2565	0.3208
Si	15.198	7.1223	26.531	0.1509	0.1809	0.1327
Si	11.9565	13.6215	8.8939	0.2521	-0.0485	-0.166
Si	5.3727	12.3745	20.1675	-0.1633	0.2479	-0.0105
Si	9.9639	4.3214	9.1845	0.0075	0.0547	0.0324
Si	-0.712	-3.54	19.0628	-0.1622	0.1011	-0.1222
Si	3.2438	-0.1641	27.908	0.0668	0.356	0.3412
Si	9.4441	10.0477	17.4376	0.2856	0.0046	-0.3129
Si	19.3487	13.7792	25.0045	0.1096	-0.111	0.365
Si	1.6273	3.1394	25.9602	-0.0427	0.0967	0.5347
Si	-1.8914	4.8971	27.9045	0.3806	0.2186	0.2894
Si	6.7026	15.0139	24.3134	0.3075	0.1647	-0.0204
Si	0.497	0.0436	8.9344	-0.2685	0.1714	-0.209
Si	18.3985	16.2671	17.9082	-0.203	-0.3001	-0.2971
Si	-0.872	13.0722	15.8787	-0.1018	0.1572	-0.0047
Si	-5.2389	0.5651	22.7222	0.071	-0.147	0.1652
Si	4.639	12.8552	17.2197	-0.0656	0.174	-0.3431
Si	0.2122	15.291	17.6945	-0.1249	-0.1342	-0.2615
Si	20.0149	-6.1012	25.7924	-0.0307	0.0932	0.1539
Si	-2.7622	4.2652	15.343	-0.0985	-0.1575	0.0719
Si	9.2942	15.9935	19.6885	0.0961	-0.088	-0.0584
Si	18.4381	-7.5404	20.241	-0.1224	0.1038	0.0645
Si	-3.2447	21.8421	17.4358	0.0323	-0.0186	-0.1478
Si	6.6109	10.2843	19.1066	0.4431	-0.3268	-0.4173
Si	-4.187	11.7353	10.107	0.2664	-0.2991	0.5217
Si	3.3435	9.6959	9.8298	-0.1418	-0.0795	-0.6262
Si	7.5254	14.2617	21.4572	0.2808	0.0672	0.2899
Si	5.7136	6.3307	16.7424	-0.1113	0.0155	-0.0746
Si	5.9523	5.7997	20.7635	-0.5316	-0.4062	0.0987
Si	14.0963	-1.1164	20.7726	-0.1503	-0.0319	0.0485
Si	8.4383	4.9216	27.6153	-0.2866	0.1353	0.3008
Si	-4.3947	-1.1757	20.482	0.1197	0.1269	0.1684
Si	15.9833	7.3676	15.2676	-0.2691	0.0848	-0.1359
Si	12.1793	10.1092	25.5353	-0.0162	-0.1346	0.0245
Si	10.1494	11.9096	15.0572	0.1434	0.1019	0.0168
Si	-4.4309	1.0374	29.9174	-0.3791	-0.0367	-0.0703
Si	-0.7114	-2.7999	16.2064	-0.0983	0.1361	-0.038
Si	7.9633	15.6728	14.2418	0.2286	0.0093	-0.0996
Si	-0.7563	5.2156	17.139	-0.2141	-0.1317	-0.0777
Si	8.7714	12.7544	28.5775	0.0068	-0.1818	-0.0081
Si	14.3069	11.9276	24.0096	-0.1713	-0.3212	0.0114
Si	7.1377	9.9641	25.6205	0.178	0.0606	0.0587
Si	17.0646	3.0344	21.9554	-0.2058	0.3085	0.1792
Si	4.1846	3.5784	29.4877	0.2486	0.3226	0.1911
Si	15.5891	-5.0021	23.4854	-0.2666	0.2504	0.0434
Si	-1.5877	8.7401	10.0049	0.0117	0.1635	-0.0006
Si	-5.5708	18.1165	14.1137	0.0987	-0.0712	-0.0322
Si	7.4481	-1.8733	13.6845	0.3183	0.2527	-0.1681
Si	12.9739	17.5772	23.6281	-0.1847	0.3055	-0.1121
Si	-0.9776	14.7002	20.3597	-0.3256	-0.243	-0.3595
Si	-3.0843	-1.9459	13.0339	-0.0478	-0.0947	-0.2307
Si	-5.4245	-5.401	16.1797	0.171	0.0611	-0.1727
Si	7.4443	10.7717	9.1148	-0.1931	-0.0024	0.0727
Si	2.7243	7.541	17.351	0.0913	0.1018	-0.2269
Si	9.615	11.1478	24.5071	0.0808	-0.1293	0.0364
O	12.7613	-4.2521	29.2654	-0.1717	-0.2443	0.3496
O	17.8565	1.6137	22.327	0.022	-0.0585	-0.2092
O	15.6025	13.9198	16.8281	0.0783	0.0645	0.0776
O	37.8092	2.5998	18.0064	-0.0513	0.1571	0.1168
O	-3.2103	-21.8534	24.7138	-0.1511	-0.0122	0.1049
O	12.288	-4.1362	24.7452	0.012	-0.0521	-0.0527
O	1.2803	-5.9785	26.8749	-0.0077	-0.0958	-0.0799
O	10.4277	-12.9284	28.8549	0.1669	0.1964	-0.0094
O	-29.818	-16.5428	23.1807	0.1109	0.0635	-0.0253
O	13.8539	-1.2138	13.0789	0.0067	-0.0351	0.0288
O	13.1157	30.5325	16.831	0.1741	0.0897	0.0657
O	14.7885	13.0954	20.2663	0.104	0.1208	0.0203
O	19.3962	21.8243	11.2197	-0.0477	-0.0788	0.0164
O	11.177	14.4691	17.6279	-0.2578	0.0216	0.2491
O	19.378	-1.5989	9.6396	0.0381	-0.0234	-0.0564
O	-9.43	-5.7368	26.3637	-0.0928	-0.0241	0.0685
O	-6.8598	13.5782	27.1531	0.1703	0.0439	-0.0991
O	14.2951	-7.0537	26.7039	-0.1198	-0.2075	-0.0749
O	3.8699	20.8526	25.094	-0.0546	-0.0231	-0.0841
O	2.8061	4.9044	18.627	0.1305	0.0152	0.0305
O	-21.1661	-2.688	23.2567	-0.0535	-0.0306	-0.1071
O	-4.2593	-0.4399	21.9268	-0.0233	-0.0104	-0.0541
O	-6.6871	0.5406	21.9808	-0.1759	0.0229	-0.1524
O	-8.9578	3.7812	24.5093	-0.0663	-0.0976	-0.0247
O	9.1264	-4.0635	16.4459	-0.1082	-0.0014	0.077
O	2.8094	2.1771	25.3399	0.033	-0.0883	-0.2389
O	-2.4278	-1.6276	24.7104	0.1324	0.154	-0.0473
O	8.9592	27.4993	13.3473	-0.0216	-0.0408	0.0824
O	6.0316	5.0508	22.2225	0.0492	-0.0205	-0.1251
O	3.8611	12.8286	26.3774	-0.0707	0.0713	-0.2142
O	10.3155	10.2136	20.728	-0.0284	-0.0032	-0.1146
O	9.8129	18.0231	12.4749	-0.005	0.155	-0.05
O	-11.7744	-0.2178	12.843	0.161	-0.0449	-0.073
O	2.4195	-23.966	14.2356	0.0997	0.08	0.0649
O	15.2631	-21.0218	12.1012	0.2298	-0.0992	-0.2679
O	-7.2698	14.6737	24.8822	0.0211	0.0344	0.0178
O	12.486	-6.531	23.7873	0.0139	-0.2184	0.0865
O	-5.4201	12.6967	24.1923	0.021	0.1284	-0.1129
O	13.5895	-6.1269	12.6915	0.022	-0.1594	0.1567
O	-1.2058	0.6532	24.5286	0.1816	0.1609	0.0078
O	-0.945	2.4754	18.8384	0.0259	0.0222	0.2096
O	15.6021	-23.2088	25.9925	0.1379	-0.0845	-0.206
O	14.5773	17.3646	23.7098	0.3278	-0.1262	-0.0099
O	8.6495	13.5215	17.6603	-0.0303	0.0035	0.0418
O	45.9241	6.5498	16.2519	0.0326	0.0477	0.0537
O	-7.5671	21.3774	25.2571	-0.041	-0.0412	0.0266
O	-0.713	13.8031	11.7571	0.0682	0.169	-0.1688
O	30.6286	7.7841	25.0646	-0.0018	-0.0611	-0.0488
O	-7.2243	16.0509	11.3792	-0.2072	-0.1953	0.1064
O	25.1936	19.6571	14.6753	-0.0329	0.042	0.0376
O	-4.1141	4.8581	14.6856	-0.0804	0.0663	-0.0215
O	50.7843	2.9292	18.4575	0.0436	0.044	0.1316
O	-9.4803	19.8788	15.2696	0.026	0.0362	-0.054
O	13.124	-15.7567	16.3648	0.0323	-0.0763	0.0519
O	25.3804	-1.5028	16.5452	-0.1077	-0.0665	0.0643
O	-0.5672	10.4091	20.2333	0.0283	-0.0214	-0.0058
O	18.1747	-8.8961	21.1085	0.1018	-0.1959	-0.0732
O	12.451	15.4868	15.4999	-0.0373	0.0232	0.0474
O	1.3965	4.8875	10.0056	-0.0227	-0.072	-0.24
O	-6.3561	-4.2175	11.0494	-0.235	0.2124	-0.0608
O	0.1746	2.6382	21.2185	0.3666	0.036	0.1569
O	22.9773	5.7309	11.2894	-0.1681	0.1176	0.1365
O	-8.8563	14.6474	22.7351	-0.1623	-0.0176	-0.0857
O	-2.8326	-1.3292	20.0639	0.0163	-0.0198	-0.0506
O	15.4676	-9.0303	16.7591	0.0841	0.0939	0.0799
O	10.715	13.4435	15.2099	-0.0624	-0.0245	0.0426
O	-0.1246	5.6692	18.5828	0.1734	0.0796	0.1141
O	-0.7533	21.0649	27.5902	0.0869	-0.0966	-0.1655
O	-2.2187	34.3588	18.6844	0.0161	-0.0287	0.0538
O	-11.1964	32.5476	17.3134	0.1347	0.0918	0.0212
O	19.2956	-3.192	27.1598	0.0318	-0.0481	0.0454
O	7.2964	6.2526	24.178	-0.0264	-0.0063	-0.1083
O	15.1135	-1.289	15.7213	0.0285	-0.1176	-0.0181
O	-20.3128	-27.8742	25.6767	-0.0819	0.0535	0.0199
O	2.8378	48.8658	24.8092	-0.012	0.1595	-0.0134
O	6.7336	-3.823	20.1495	-0.0641	-0.0129	0.0018
O	0.4351	19.3602	13.8598	0.0886	0.0204	0.01
O	15.417	22.6893	17.6838	0.0841	-0.0623	0.068
O	-1.0628	26.0876	27.2421	0.0849	0.0988	-0.3933
O	-9.8782	4.6813	16.8667	0.0476	0.0915	-0.0244
O	8.6728	-1.0543	14.3806	-0.1773	-0.0601	0.0261
O	19.7984	18.9405	20.6061	0.0476	0.0137	-0.0772
O	0.1977	-4.7496	19.5778	0.1726	-0.1678	-0.0213
O	-4.0619	20.3218	11.528	0.2311	-0.0651	-0.1398
O	-2.7622	9.2757	13.0314	-0.0001	-0.0492	0.1467
O	3.7605	-6.5534	27.1388	0.0413	-0.0199	0.0244
O	14.1105	8.0965	22.757	0.0902	-0.0492	0.0191
O	13.0739	0.2785	16.4534	-0.0425	-0.0045	0.0353
O	4.6893	15.9101	14.4562	-0.0366	0.0139	-0.0083
O	-12.6174	3.517	16.265	0.0221	0.1006	0.106
O	28.5005	5.9413	29.0308	-0.0999	-0.1648	0.0669
O	-8.2486	-2.6884	27.2247	0.0358	-0.0342	-0.1255
O	-9.2283	25.8216	16.9161	-0.0021	-0.0724	0.0452
O	-20.1144	15.2211	11.4697	0.2061	-0.0867	-0.1694
O	7.6523	-10.8322	15.5861	0.0019	-0.0154	-0.004
O	-10.019	1.4466	25.0293	-0.0802	-0.0009	0.0354
O	-9.9392	4.0866	12.0707	-0.1686	0.1353	-0.0355
O	-17.9634	14.8808	20.9365	0.0843	0.0145	-0.056
O	-6.7581	-17.4023	21.7568	-0.3482	-0.175	-0.1561
O	17.6442	-1.1118	22.7112	0.1906	0.4389	-0.2513
O	1.9769	14.2812	11.6098	-0.0229	0.1037	-0.0907
O	-10.7586	18.4612	24.5779	-0.0105	-0.0958	-0.1129
O	20.0299	-16.3891	15.3944	0.1408	-0.0154	0.0414
O	-11.4847	11.4869	16.6485	0.0185	-0.074	0.0252
O	9.6584	6.2267	17.2034	-0.1617	-0.1378	0.202
O	12.635	0.8968	30.1819	0.0757	-0.0389	0.3514
O	-0.867	13.7586	14.3963	0.0242	-0.0575	-0.0202
O	17.1736	22.5817	10.0106	-0.0442	0.1877	-0.0393
O	1.7565	6.3443	20.3894	0.0743	-0.1339	0.1301
O	-8.8274	-12.254	20.405	-0.0787	-0.0716	-0.089
O	8.7413	17.0761	14.653	-0.0729	-0.0129	0.0692
O	8.5374	16.2732	26.9133	0.0593	-0.0081	-0.1517
O	5.6879	1.54	12.6029	-0.0276	-0.027	-0.053
O	10.9006	35.3403	18.1415	-0.0866	0.0623	0.1108
O	0.8573	32.0385	23.1563	0.1171	-0.4971	-0.0325
O	16.5038	-0.4175	13.1703	0.1011	-0.0452	-0.0016
O	14.1116	-1.0608	22.4021	0.083	0.057	0.0159
O	12.4261	4.2715	22.1829	0.006	-0.0016	-0.0555
O	-11.538	1.1936	16.3343	0.0652	-0.0485	0.1541
O	-4.0548	-17.3663	22.2774	-0.1332	-0.0038	-0.1172

Results
free energy: -258811.414 eV
free energy less fixed offsets of O -568.88, Si -635.61 eV per atom: 10.426 eV

The program warned: the cutoff lies below the one the program advises for these potential files; the exchange-correlation potential is rough where the density is thin.
